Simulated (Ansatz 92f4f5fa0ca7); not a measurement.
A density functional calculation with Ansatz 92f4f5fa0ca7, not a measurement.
Periodic cell of 212 atoms, Si132O80, from a study of silicon, its oxide and their interface. The atomic structure is a simulated model.
Doubt: the cutoff is far below the 930 eV that the study's wrapper takes by default for these files, so forces and energies are approximate.

Settings
functional: PBE
potential files: Ansatz PAW
basis: plane waves
wave-function cutoff: 580 eV
density cutoff ratio: 5
exchange-correlation grid ratio: 1
k mesh: 1 x 1 x 1, Gamma-centred
self-consistency stop: 5e-08 eV per atom in the density residual
occupations: fixed
spin: none
net charge: 0

Cell vectors (angstrom)
a	10.938	0	0
b	0	10.938	0
c	0	0	31.7398

Atoms: element, x, y, z (angstrom)
Si	-0.3998	0.3753	24.3415
Si	6.1901	-0.57	24.3205
Si	2.1351	3.3306	24.3918
Si	8.639	2.0851	24.3056
Si	0.4864	5.088	24.2367
Si	4.7465	6.1274	24.3149
Si	3.0558	7.924	24.4615
Si	7.7667	8.5461	24.3117
Si	1.278	1.4702	25.6158
Si	6.937	1.2395	25.7022
Si	4.032	4.1884	25.5332
Si	9.5587	4.0635	25.384
Si	1.3725	6.7931	25.6453
Si	6.7035	6.8533	25.5455
Si	4.2152	9.6331	25.5513
Si	9.5316	9.5499	25.5642
Si	2.7391	0.0459	26.8853
Si	8.2598	-0.0753	27.0571
Si	-0.0769	2.8026	26.978
Si	5.4643	2.7422	26.8765
Si	2.7337	5.4647	27.0242
Si	8.1737	5.4486	26.8337
Si	-0.0139	8.2003	26.9244
Si	5.46	8.2301	27.0009
Si	4.1018	1.3673	28.3215
Si	9.5708	1.3673	28.3215
Si	1.3673	4.1018	28.3215
Si	6.8362	4.1018	28.3215
Si	4.1018	6.8362	28.3215
Si	9.5708	6.8362	28.3215
Si	1.3673	9.5708	28.3215
Si	6.8362	9.5708	28.3215
Si	0	0	29.6888
Si	5.469	0	29.6888
Si	2.7345	2.7345	29.6888
Si	8.2035	2.7345	29.6888
Si	0	5.469	29.6888
Si	5.469	5.469	29.6888
Si	2.7345	8.2035	29.6888
Si	8.2035	8.2035	29.6888
Si	1.3673	1.3673	31.056
Si	6.8362	1.3673	31.056
Si	4.1018	4.1018	31.056
Si	9.5708	4.1018	31.056
Si	1.3673	6.8362	31.056
Si	6.8362	6.8362	31.056
Si	4.1018	9.5708	31.056
Si	9.5708	9.5708	31.056
Si	2.7345	0	0.6835
Si	8.2035	0	0.6835
Si	0	2.7345	0.6835
Si	5.469	2.7345	0.6835
Si	2.7345	5.469	0.6835
Si	8.2035	5.469	0.6835
Si	0	8.2035	0.6835
Si	5.469	8.2035	0.6835
Si	4.1018	1.3673	2.0507
Si	9.5708	1.3673	2.0507
Si	1.3673	4.1018	2.0507
Si	6.8362	4.1018	2.0507
Si	4.1018	6.8362	2.0507
Si	9.5708	6.8362	2.0507
Si	1.3673	9.5708	2.0507
Si	6.8362	9.5708	2.0507
Si	0	0	3.418
Si	5.469	0	3.418
Si	2.7345	2.7345	3.418
Si	8.2035	2.7345	3.418
Si	0	5.469	3.418
Si	5.469	5.469	3.418
Si	2.7345	8.2035	3.418
Si	8.2035	8.2035	3.418
Si	1.4003	1.3418	4.7674
Si	6.775	1.393	4.8543
Si	4.1117	4.1035	4.736
Si	9.549	4.1167	4.8138
Si	1.3939	6.8618	4.8624
Si	6.8431	6.8084	4.7373
Si	4.0875	9.5988	4.9112
Si	9.6445	9.4944	4.6871
Si	2.6555	0.0663	6.3507
Si	8.2702	-0.0814	5.9386
Si	0.0363	2.731	6.0804
Si	5.3349	2.7963	6.2556
Si	2.8542	5.502	6.1458
Si	8.1188	5.4509	6.1851
Si	-0.002	8.2421	6.2333
Si	5.5387	8.1381	6.1507
Si	3.4396	1.9888	7.5643
Si	9.9995	0.8801	7.1683
Si	1.7758	3.7945	7.3135
Si	6.4545	4.4477	7.6053
Si	4.719	6.306	7.4511
Si	9.2414	7.1112	7.4177
Si	0.7342	10.1508	7.5113
Si	7.4449	9.0265	7.2317
O	0.7754	9.9618	9.2024
O	1.2353	4.663	8.6487
O	5.1584	-1.2864	10.5839
O	6.8673	9.905	8.548
O	3.6858	1.697	9.2174
O	4.5178	6.7776	9.1454
O	6.437	5.138	9.3912
O	9.9087	6.245	8.7249
O	2.4501	2.9359	22.791
O	6.2932	10.8615	22.689
O	7.6892	2.2743	22.9149
O	0.3325	5.6268	22.6585
O	2.3177	8.6397	23.116
O	8.1831	7.9963	22.7854
O	4.9493	5.798	22.7068
O	11.3074	10.5961	23.0114
Si	0.3493	3.6958	14.8854
Si	6.8239	11.227	14.0523
Si	4.044	2.0959	10.7538
Si	3.4003	1.7183	22.2847
Si	1.8783	10.1118	22.5675
Si	4.724	10.2553	12.0397
Si	13.3734	11.1994	19.8695
Si	6.4026	13.4618	17.0129
Si	9.7102	3.4397	19.6638
Si	2.749	17.5638	19.3989
Si	-1.4409	13.3115	16.8841
Si	1.586	8.6332	15.657
Si	1.0515	6.3324	12.1736
Si	10.4547	11.5966	19.0344
Si	9.5467	6.119	14.0168
Si	5.4371	14.1654	14.3711
Si	11.0129	5.8837	21.0645
Si	6.4022	12.4357	22.2397
Si	-1.035	2.0948	9.9496
Si	5.3752	5.7448	21.1502
Si	5.8267	6.5059	10.1069
Si	7.0141	16.1295	12.4795
Si	2.5984	14.6775	12.9181
Si	11.4737	10.7567	10.6204
Si	8.73	11.1208	11.7769
Si	13.0537	9.0986	12.5918
Si	6.7278	3.2556	20.0058
Si	8.5812	9.2665	18.8606
Si	8.1454	7.4328	21.2542
Si	6.8951	3.6148	10.0748
Si	6.6657	-1.5713	10.0558
Si	6.3191	10.4732	17.0205
Si	-0.1259	5.0882	9.4545
Si	-0.9249	7.5501	16.6829
Si	1.4846	5.8621	16.8082
Si	3.597	9.3565	17.8163
O	8.3128	11.2949	13.3492
O	7.6672	-0.7711	11.0287
O	10.134	10.35	11.4876
O	2.4376	5.6142	18.1207
O	9.6017	6.7266	20.9225
O	4.9364	2.1193	22.6692
O	9.7468	3.5408	18.0182
O	-4.002	10.4775	15.4976
O	3.092	8.0664	18.6863
O	0.4354	12.387	10.3554
O	6.8098	17.4517	20.9944
O	6.0927	1.7558	14.0571
O	1.4018	6.6127	20.3721
O	3.5301	10.6317	18.823
O	9.21	17.9134	15.3698
O	6.8998	-3.1992	10.0434
O	14.0754	12.437	20.6818
O	13.8718	14.0672	11.4213
O	-0.9672	3.6959	9.7079
O	5.9243	-0.6649	13.113
O	10.8407	17.7001	13.2615
O	4.1064	6.2501	20.2334
O	-3.0045	13.3482	16.4047
O	2.06	7.0589	15.8239
O	5.8132	6.0384	11.6896
O	4.132	0.8073	11.7637
O	6.5873	1.7384	20.626
O	8.2145	17.0667	13.0667
O	1.139	11.6428	18.9978
O	-0.0024	17.2868	17.3175
O	7.6959	4.1195	11.4157
O	5.4772	14.3348	15.9922
O	2.9748	11.2541	23.058
O	10.8095	4.4405	20.3087
O	8.9926	8.0717	17.8206
O	7.9194	8.6474	20.1966
O	12.6862	18.68	11.7709
O	6.4066	3.2979	18.4238
O	1.3431	15.4443	15.9125
O	2.225	16.2707	12.7526
O	7.4942	10.2069	18.1057
O	5.6413	4.1982	20.7406
O	2.6119	9.559	16.523
O	-5.1938	11.9864	17.2368
O	9.3201	1.2136	8.6855
O	11.0008	8.7812	16.2432
O	10.5419	13.4156	15.6479
O	3.9069	14.3697	13.8482
O	-0.947	1.8636	20.0574
O	7.1668	3.3048	8.4536
O	9.8474	11.8759	17.5515
O	-1.0668	10.1264	19.4064
O	1.2706	14.0355	13.6607
O	12.8862	10.056	20.9362
O	10.0202	15.5341	14.3655
O	1.5301	9.1163	14.1066
O	0.3085	5.6528	10.9171
O	8.2368	3.8418	20.2317
O	3.7179	9.2025	12.7307
O	-5.8007	9.3536	17.2439
O	5.5788	2.7756	10.7383
O	1.7102	10.3828	11.6754
O	6.3497	4.4018	13.7209
O	8.8005	1.7006	11.1283

Results
free energy: -129407.871 eV
free energy less fixed offsets of O -568.88, Si -635.61 eV per atom: 3.049 eV

Forces (eV/angstrom), in the order of the atoms: element, x, y, z
Si	0.1801	-0.1449	-0.0113
Si	-0.1394	0.1915	-0.0535
Si	0.0881	-0.132	0.007
Si	-0.1773	0.1148	-0.004
Si	-0.115	0.1773	-0.0867
Si	0.2451	-0.1565	-0.1187
Si	-0.2052	0.1408	-0.03
Si	0.1363	-0.2341	-0.0696
Si	0.0128	0.0152	-0.0309
Si	-0.0105	0.0135	-0.0341
Si	-0.0222	-0.0112	-0.0547
Si	0.0268	-0.0261	0.0035
Si	0.0068	0.0142	-0.0007
Si	-0.0303	-0.0012	-0.0435
Si	0.0487	0.0142	-0.0169
Si	-0.0217	0.0089	-0.0107
Si	-0.0353	-0.0234	0.0303
Si	0.0116	-0.0235	0.0409
Si	0.0135	-0.0061	-0.0074
Si	0.0118	0.0098	0.0347
Si	0.0131	-0.009	0.0285
Si	0.0033	0.0196	-0.0044
Si	0.0088	0.0003	0.0013
Si	0.0047	0.0268	-0.0085
Si	-0.0078	0.193	-0.4287
Si	0.0597	0.1405	0.4657
Si	-0.2488	0.0027	0.3858
Si	0.0283	-0.0687	-0.5999
Si	-0.0106	0.1566	0.4093
Si	-0.2681	-0.2048	-0.5714
Si	0.1529	0.1044	-0.5178
Si	0.0023	-0.2672	0.7298
Si	0.0753	0.1824	0.0105
Si	0.1125	-0.047	-0.0139
Si	-0.0943	-0.0138	-0.0003
Si	-0.0099	-0.1341	0.0102
Si	0.0688	-0.0783	0.0121
Si	0.0002	0.0968	-0.0085
Si	0.0629	-0.0518	0.0228
Si	-0.1872	-0.0334	0.0471
Si	0.0634	-0.0865	0.0271
Si	-0.0603	0.0693	-0.022
Si	0.0129	-0.0123	-0.0074
Si	-0.058	0.0496	-0.037
Si	-0.0771	0.0597	-0.0174
Si	0.0917	-0.0418	0.0314
Si	-0.0431	0.0798	-0.0284
Si	0.0286	-0.0643	-0.018
Si	0.0331	-0.0419	0.019
Si	-0.0344	0.03	-0.0045
Si	-0.034	0.0492	-0.013
Si	0.0572	-0.0555	0.0346
Si	-0.0284	0.0499	-0.0011
Si	0.0353	-0.0866	0.0184
Si	0.0519	-0.0263	0.0398
Si	-0.0266	0.0058	-0.0134
Si	-0.046	0.0175	-0.034
Si	-0.013	-0.066	0.0558
Si	0.005	-0.0839	0.0268
Si	-0.0362	0.0645	-0.0609
Si	0.0784	-0.0337	0.0348
Si	-0.0953	0.0402	-0.0739
Si	0.0319	0.1538	-0.0643
Si	0.0446	-0.0532	0.0415
Si	0.4282	-0.1002	-0.4732
Si	-0.2147	0.0822	0.5662
Si	0.0596	-0.0574	-0.2745
Si	-0.2921	-0.0238	0.4351
Si	0.0687	0.2275	0.5168
Si	0.1249	-0.151	-0.5153
Si	0.0501	0.2915	0.6225
Si	0.0221	-0.387	-0.5355
Si	-0.0381	-0.0021	-0.1319
Si	-0.0987	0.0309	-0.093
Si	-0.0006	0.0321	-0.0691
Si	-0.0467	-0.0041	0.0305
Si	-0.0366	-0.0291	-0.059
Si	0.0107	-0.0371	-0.1426
Si	-0.0116	0.0022	-0.0441
Si	0.0085	0.0843	-0.163
Si	0.0073	-0.0099	-0.0002
Si	-0.0682	-0.2055	0.2641
Si	0.0965	0.0443	0.1607
Si	0.0351	-0.0521	-0.0083
Si	0.1135	-0.0118	0.0692
Si	-0.1032	0.1338	-0.0865
Si	0.0369	0.05	0.069
Si	-0.0411	-0.1767	0.1636
Si	0.2498	-0.039	0.1522
Si	-0.4817	0.3028	0.314
Si	-0.215	0.0892	-0.0796
Si	-1.6094	2.7075	-3.4019
Si	-0.2482	0.1287	0.0385
Si	-0.0619	-0.1978	-0.14
Si	0.1587	-0.1992	0.0667
Si	-0.0092	0.4263	0.0136
O	-0.0519	0.0841	-0.0078
O	-0.3479	-0.0491	0.2155
O	-0.0285	-0.0422	0.0699
O	0.1046	-0.2725	0.0723
O	-0.1525	0.0745	-0.0851
O	0.3838	-0.2653	0.0135
O	0.0687	0.4723	0.9905
O	-0.0156	-0.0758	0.1088
O	-0.0177	0.0094	0.0419
O	0.0281	-0.0843	0.0847
O	0.0266	-0.0156	0.0236
O	0.0509	-0.0791	0.1169
O	0.0299	-0.0339	0.0245
O	-0.0386	0.0749	0.0732
O	-0.0688	0.0617	0.1058
O	0.0021	0.0165	0.02
Si	0.0344	0.0042	0.0125
Si	0.0078	-0.0193	-0.0396
Si	0.5645	0.1303	0.1284
Si	-0.0605	0.0085	-0.0797
Si	-0.0148	0.008	-0.0563
Si	0.0537	0.0662	-0.0875
Si	-0.0273	0.002	-0.105
Si	0.0136	0.0267	0.0331
Si	-0.0336	-0.0368	-0.0181
Si	0.0193	0.0002	-0.0465
Si	0.0049	0.004	0.0284
Si	0.0267	0.0415	-0.0093
Si	0.0973	0.0666	0.0469
Si	0.0268	0.0003	0.008
Si	0.0911	-0.0067	0.0614
Si	-0.0271	-0.1222	-0.0091
Si	0.0304	-0.027	-0.0561
Si	0.0593	0.0087	-0.0482
Si	0.0328	-0.7411	-0.1893
Si	-0.009	-0.0029	-0.0122
Si	-0.3222	0.5122	0.1325
Si	-0.0487	0.0396	0.3635
Si	0.0551	-0.0368	-0.0679
Si	0.0087	-0.1619	0.1702
Si	-0.1624	-0.2535	0.0314
Si	0.0219	-0.0438	0.0216
Si	0.034	0.0636	-0.0358
Si	0.0311	0.0269	-0.0189
Si	-0.0362	0.0278	-0.0695
Si	-2.0459	-0.128	0.481
Si	0.0766	0.2572	0.0011
Si	-0.0142	-0.0028	-0.0212
Si	0.4449	0.2588	0.1144
Si	0.0191	0.0232	0.0153
Si	0.0189	0.0214	0.0176
Si	-0.0163	-0.006	0.0073
O	-0.0023	0.0153	-0.0291
O	-0.1191	-0.1307	-0.1241
O	0.1078	0.0639	-0.088
O	-0.0176	0.0052	-0.0093
O	-0.0211	0.027	0.0485
O	-0.0036	0.0134	0.0249
O	0.0014	0.0004	-0.0083
O	0.0025	-0.0025	0.0071
O	0.0086	0.0021	0.0026
O	-0.061	0.1239	-0.0859
O	0.0239	0.0381	0.0417
O	-0.0209	0.0819	0.0437
O	-0.0371	0.0096	0.0374
O	-0.0217	0.0172	0.0346
O	-0.0148	-0.0287	-0.0459
O	0.0143	-0.1391	0.0033
O	0.0346	0.0262	0.0591
O	0.2707	-0.239	0.0043
O	-0.3274	-0.2384	-0.0566
O	0.0071	-0.0012	-0.0304
O	-0.0308	-0.0251	-0.0364
O	0.0369	-0.0043	0.0323
O	0.0004	0.0137	0.0063
O	-0.0131	-0.0158	-0.0022
O	0.1139	-0.0394	-0.0118
O	-0.0272	0.4502	-0.2722
O	-0.0228	-0.0316	0.0517
O	-0.081	-0.0518	-0.0561
O	0.019	-0.0055	0.0228
O	-0.0126	0.0016	-0.0228
O	-0.056	0.1032	-0.5624
O	0.0075	-0.003	-0.0264
O	0.0288	0.0136	0.0299
O	0.0207	0.0137	0.0154
O	-0.0225	0.0097	0.0217
O	0.0233	-0.0289	0.0362
O	-0.0396	-0.0478	0.0254
O	0.0178	-0.0202	-0.0043
O	-0.0044	0	-0.0043
O	-0.057	0.0157	-0.0389
O	0.0192	-0.026	0.0177
O	0	-0.0365	0.0172
O	-0.0249	-0.0167	-0.0287
O	0.0033	0.0001	0.0019
O	0.5994	0.561	-0.0167
O	0.0307	-0.038	-0.0074
O	-0.0005	0.0032	-0.022
O	0.0281	0.0096	0.0122
O	0.0013	-0.0023	-0.0097
O	2.276	-4.1841	3.3914
O	-0.0109	0.0039	-0.0113
O	-0.0296	-0.0001	-0.005
O	-0.0018	0.0121	-0.0077
O	-0.0217	-0.0254	0.0771
O	-0.0395	0.032	-0.0332
O	-0.0222	0.0079	0.012
O	-0.115	-0.1727	-0.3599
O	-0.0084	-0.014	-0.0118
O	-0.0018	-0.0013	0.0092
O	0.0174	-0.0031	-0.0176
O	0.7786	0.6862	-0.8402
O	-0.1123	0.0588	-0.1102
O	0.0743	0.0712	-0.1327
O	0.239	0.2688	-0.2584

The program warned: the cutoff lies below the one the program advises for these potential files; the forces do not sum to zero within the program's tolerance; the exchange-correlation potential is rough where the density is thin.
